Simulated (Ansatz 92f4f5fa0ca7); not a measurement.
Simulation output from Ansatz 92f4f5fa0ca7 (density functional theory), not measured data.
Periodic cell of 237 atoms, Si146O90P1, from a study of silicon, its oxide and their interface. The atomic structure is a simulated model.
Doubt: the cutoff is far below the 930 eV that the study's wrapper takes by default for these files, so forces and energies are approximate.
This geometry differs little from another in the collection (a relaxation step or a small displacement).

Settings
functional: PBE
potential files: Ansatz PAW
basis: plane waves
wave-function cutoff: 580 eV
density cutoff ratio: 5
exchange-correlation grid ratio: 1
k mesh: 1 x 1 x 1, Gamma-centred
self-consistency stop: 5e-08 eV per atom in the density residual
occupations: fixed
spin: none
net charge: +1 e, with a uniform compensating background and no finite-size correction

Cell vectors (angstrom)
a  11.6015  0  0
b  0  10.938  0
c  0  0  32.0622

Atoms and the computed forces on them: element, x, y, z (angstrom), force x, y, z (eV/angstrom)
Si  -0.2152  -0.067  23.2868  -0.0151  0.0253  0.0299
Si  3.6893  0.2074  23.1003  -0.0398  0.0829  0.0552
Si  7.5459  -0.1586  23.4406  0.0061  0.0327  0.0005
Si  1.6927  1.3776  23.4221  0.0448  -0.0532  -0.0036
Si  5.7489  1.402  23.1738  -0.0096  -0.05  -0.0019
Si  9.4229  1.2254  23.3419  0.0302  -0.0466  0.0125
Si  0.1612  5.3149  23.4453  -0.0074  0.0611  0.0502
Si  4.103  5.2791  23.3731  0.011  0.0367  0.0774
Si  8.029  5.5917  23.5462  0.0082  0.1007  0.0184
Si  2.1531  6.5899  23.3575  -0.0217  -0.0529  -0.0013
Si  5.9652  6.756  23.4844  -0.0322  -0.0958  -0.0304
Si  9.9976  6.8716  23.617  0.0406  -0.0859  -0.004
P  1.9012  2.6592  25.3799  -0.0199  -0.0304  0.0095
Si  5.83  2.6317  25.2466  0.0024  -0.0065  0.0025
Si  9.6284  2.6554  25.2584  0.0022  0.02  0.0075
Si  11.6071  3.9941  25.371  0.0106  -0.0157  -0.0837
Si  3.8888  3.9668  25.3286  0.0033  0.0678  -0.0244
Si  7.7454  4.094  25.3506  0.0073  -0.0274  -0.0061
Si  1.9735  8.1452  25.184  -0.0086  0.0049  0.0118
Si  5.7717  8.1681  25.3543  0.0183  0.0112  0.0014
Si  9.7054  8.2629  25.4478  -0.0073  0.01  -0.0273
Si  11.6372  9.5525  25.2628  0.0108  0.0136  0.0032
Si  3.8617  9.5854  25.0507  0.0023  -0.0002  0.0315
Si  7.6885  9.521  25.4119  -0.0107  -0.0168  0.0209
Si  11.6408  -0.0041  27.1954  0.0002  -0.017  -0.0143
Si  3.9031  -0.0435  27.0908  0.0136  -0.0089  -0.0159
Si  7.7562  -0.0294  27.2947  -0.0055  0.0291  -0.0038
Si  1.9817  1.3239  27.274  -0.0203  0.0257  0.0176
Si  5.8329  1.3224  27.2056  0.0069  -0.0067  0.0111
Si  9.6854  1.3308  27.216  -0.0019  -0.0167  0.013
Si  11.6066  5.4524  27.2383  -0.0166  0.0327  0.0354
Si  3.8278  5.4154  27.2326  0.0203  -0.0092  -0.0146
Si  7.7128  5.4525  27.2742  -0.0137  0.0236  -0.0055
Si  1.9326  6.8289  27.1737  0.0136  0.0018  -0.0278
Si  5.7569  6.7879  27.2572  -0.0202  -0.0077  0.0057
Si  9.6575  6.8004  27.2851  0.0173  -0.0202  0.0042
Si  1.9421  2.7374  29.1855  0.0192  0.0025  -0.0272
Si  5.7982  2.7173  29.1333  -0.009  0.0195  -0.016
Si  9.675  2.7225  29.1504  0.0061  0.0169  -0.0179
Si  0.0046  4.0954  29.1709  -0.0044  -0.0086  0.0054
Si  3.8707  4.0918  29.1858  -0.0029  -0.0093  0.004
Si  7.7331  4.0867  29.1903  -0.0059  -0.0189  0.017
Si  1.9398  8.1904  29.1215  -0.009  -0.0091  0.0074
Si  5.7833  8.1825  29.1711  -0.0045  -0.0028  0.0093
Si  9.6835  8.1858  29.2034  -0.0163  0.0018  0.0235
Si  0.0138  9.5622  29.148  0.0016  0.0152  -0.019
Si  3.8619  9.5688  29.0976  0.0179  -0.0049  -0.024
Si  7.7348  9.5333  29.2015  0.0071  -0.0132  0.0147
Si  -0.0007  -0.0019  31.0921  -0.0003  0.0014  0.0077
Si  3.8628  0.001  31.0585  -0.0012  0.0156  0.0052
Si  7.7306  -0.0042  31.1126  -0.0022  0.0021  -0.0075
Si  1.9304  1.3603  31.1097  -0.0055  0.0012  -0.0086
Si  5.798  1.3628  31.0676  0.0067  -0.0038  0.0042
Si  9.6654  1.3596  31.0928  -0.0029  -0.0109  0.0066
Si  0.0103  5.4736  31.0987  0.0025  -0.0022  0.0047
Si  3.8697  5.4814  31.1099  -0.0009  0.0005  -0.0026
Si  7.7405  5.4729  31.1204  -0.0023  0.0101  0.005
Si  1.9386  6.8459  31.076  0.0049  -0.0078  -0.0003
Si  5.8012  6.8395  31.115  0.0029  -0.0033  -0.0109
Si  9.6813  6.8343  31.1434  -0.0062  -0.0097  -0.0106
Si  1.9318  2.7533  0.9787  0.0061  -0.0082  0.0123
Si  5.7991  2.7496  0.9286  -0.0068  -0.0025  -0.0029
Si  9.6647  2.7366  0.9688  0.0006  0.0041  0.0071
Si  -0.0111  4.1076  0.9627  -0.0123  0.0078  -0.0105
Si  3.8671  4.1163  0.9804  0.0022  0.0033  -0.0008
Si  7.7391  4.1153  0.9971  0.0062  0.0044  -0.0047
Si  1.9313  8.2186  0.9497  -0.0018  0.0031  -0.0119
Si  5.7966  8.2299  0.9682  0.0038  0.0006  -0.0036
Si  9.6697  8.223  1.0081  -0.004  0.0051  0.008
Si  -0.0003  9.5906  0.9837  -0.0066  0.0085  0.0097
Si  3.8597  9.592  0.9576  0.003  -0.003  0.0074
Si  7.7376  9.5801  0.9893  0.0022  0.0001  0.002
Si  11.6104  0.0398  2.9208  -0.0026  -0.0041  -0.0038
Si  3.8574  0.0267  2.9116  -0.0036  0.0033  -0.0031
Si  7.7416  0.0268  2.9056  0.0016  0.0014  0.0011
Si  1.9361  1.4048  2.9236  -0.0024  0.0053  -0.0058
Si  5.8128  1.3701  2.8362  0.0028  -0.0002  -0.0034
Si  9.6611  1.3905  2.9238  0.0024  0.0002  -0.005
Si  11.5675  5.506  2.8707  -0.0077  -0.0061  0.0037
Si  3.8777  5.5002  2.9137  0.0061  -0.0056  -0.0004
Si  7.7381  5.519  2.9233  -0.002  -0.0058  -0.0018
Si  1.9148  6.8251  2.8604  0.0014  0.0005  0.0027
Si  5.809  6.8651  2.8895  0.0018  0.001  -0.0001
Si  9.6622  6.903  2.9744  -0.0005  0.0046  -0.0046
Si  1.9146  2.8369  4.8214  -0.0027  -0.011  0.0089
Si  5.8377  2.7287  4.7458  0.0006  -0.0051  0.005
Si  9.5998  2.8019  4.8361  -0.0077  -0.0056  0.0046
Si  11.5426  4.1373  4.7813  0.0059  0.0092  0.0104
Si  3.9201  4.1011  4.8245  -0.0025  0.0041  0.0098
Si  7.7173  4.209  4.8865  0.0047  0.0056  0.0036
Si  1.8882  8.1517  4.8012  -0.0008  -0.0052  0.0106
Si  5.809  8.2653  4.7887  -0.0012  -0.007  0.0066
Si  9.6628  8.3276  4.9121  -0.0009  -0.0054  0.0062
Si  11.6343  9.6575  4.8856  0  0.0092  0.005
Si  3.8181  9.4899  4.7865  0.003  0.0058  0.0055
Si  7.7227  9.6816  4.8909  0.0001  0.0037  0.0032
Si  11.5961  0.2361  6.7784  0.0017  0.0038  -0.0125
Si  3.7545  -0.0509  6.6584  -0.0039  -0.0014  -0.0163
Si  7.7123  0.0598  6.9165  -0.0031  0.0089  -0.0126
Si  2.0487  1.5052  6.7607  -0.0069  0.0046  -0.0189
Si  5.7118  1.2777  6.624  0.0139  -0.0027  -0.0086
Si  9.644  1.5235  6.8362  0.0073  -0.005  -0.0178
Si  11.5249  5.5019  6.7035  -0.0006  0.001  -0.0144
Si  3.9823  5.4353  6.7937  -0.0022  0.0037  -0.0073
Si  7.7376  5.6748  6.833  0.0004  0.0144  -0.0119
Si  1.975  6.6438  6.6556  0  -0.0066  -0.0188
Si  5.8118  6.9797  6.7501  0.0047  -0.0098  -0.0163
Si  9.7547  7.0442  6.9175  0.0027  -0.0128  -0.0128
O  9.9972  7.975  8.3014  0.0091  0.0245  0.0032
O  7.6615  9.9376  8.2217  -0.0116  -0.0225  0.0031
O  7.3997  4.7393  8.1666  -0.0003  -0.0171  0.0199
O  3.3757  10.3515  8.206  0.0011  -0.0156  0.0176
O  2.037  7.5537  8.0265  -0.0014  0.0164  0.0122
O  4.0017  4.5886  8.2463  0.0032  -0.0211  -0.0022
O  9.7784  2.45  8.2208  0.0061  0.0272  0.0056
O  2.6123  2.3439  8.1164  0.02  0.0121  -0.0035
O  11.385  4.5738  8.069  -0.0119  -0.0234  0.0069
O  5.3608  2.3742  7.8135  -0.016  0.0167  -0.0059
O  5.8171  7.9824  8.0859  0.0071  0.0265  0.0041
O  11.3151  10.3154  8.153  -0.0121  -0.0292  0.0115
O  11.3011  10.0842  21.8134  0.0034  -0.0454  -0.028
O  3.1837  10.7644  21.5332  0.0163  -0.031  -0.0455
O  5.7716  7.7066  22.1322  0.0442  0.0681  -0.0131
O  4.2351  4.4362  21.936  0.0117  -0.0482  -0.0395
O  7.6592  9.6422  22.2054  -0.0027  -0.0144  -0.0009
O  10.3711  7.6585  22.207  0.0078  0.0441  -0.0045
O  1.5918  2.4817  22.207  -0.0032  0.0331  -0.0135
O  5.9558  2.4278  21.8699  0.0052  0.0258  -0.0067
O  8.4437  4.6873  22.2198  0.0025  -0.0254  -0.017
O  -0.0897  4.4949  22.0078  0.0056  -0.0666  -0.0271
O  2.3178  7.3905  21.928  0.0006  0.0161  -0.043
O  9.1147  1.8825  21.8537  -0.011  0.0167  -0.0077
Si  1.9148  7.7836  9.6121  0.0037  0.0098  0.0132
Si  5.0466  0.5786  17.6886  0.0041  0.0032  -0.0526
Si  2.4921  5.4191  14.0243  0.0012  0.0001  -0.0059
Si  10.5663  3.862  14.0517  0.006  0.0041  -0.0145
Si  8.2819  2.3897  15.2503  -0.0041  -0.0076  -0.02
Si  9.5598  2.2515  20.3308  0.0146  0.0165  -0.0239
Si  10.5062  3.6511  9.0792  -0.0019  0.0001  0.0023
Si  0.0352  2.3166  11.5695  -0.0018  0.0035  0.0104
Si  11.0309  8.132  15.3943  -0.0076  0.0041  -0.0156
Si  5.1656  6.9357  13.989  0.0045  0.0013  -0.0107
Si  5.7516  2.6152  11.1169  -0.0025  0.0104  0.0118
Si  8.5648  7.6958  19.3978  0.0208  0.0069  -0.0447
Si  8.1329  4.8541  20.6295  -0.0054  0.0085  -0.0175
Si  5.9243  9.5851  15.2052  0.0018  -0.0001  -0.0164
Si  2.0983  7.6405  20.3335  0.0036  0.0048  0.0094
Si  1.931  4.8869  18.7874  0.0096  0.0001  -0.0315
Si  4.5033  3.4403  18.0003  -0.0044  0.0036  -0.0343
Si  8.5183  8.9314  16.8171  0.0003  -0.0041  -0.0324
Si  0.8317  9.4803  13.2978  0.0045  0.0077  -0.0023
Si  9.9112  10.6532  11.7259  0.0013  -0.0084  0.009
Si  5.3661  3.6951  20.9959  -0.0229  0.0312  0.0276
Si  0.5875  5.522  16.2628  0.0006  -0.001  -0.0184
Si  10.7841  9.1523  9.1503  -0.005  -0.0004  -0.0027
Si  6.5388  8.8751  21.2864  -0.0344  -0.0249  -0.0007
Si  7.1176  7.1098  11.4888  0.0027  0.0032  0.0052
Si  2.6748  0.7365  12.216  0.0048  -0.0059  0.0049
Si  10.8945  8.6812  21.0509  -0.0193  0.0011  0.0191
Si  6.0435  4.3277  15.6233  -0.0002  0.0045  -0.0246
Si  7.0859  0.4901  12.9738  0.0004  0.0014  0.0008
Si  4.0592  2.9809  8.5928  -0.0104  0.0073  0.0096
Si  0.8789  6.7403  11.8997  0.0058  -0.0003  0.0105
Si  6.5721  9.0484  9.0795  0.004  0.0036  0.0075
Si  0.6632  3.3126  21.1488  -0.0367  0.025  0.0033
Si  9.8002  6.5076  12.8941  -0.0075  0.004  0.0047
Si  7.7137  4.5384  9.7535  0.0039  -0.0031  0.0113
Si  3.9587  10.0939  20.2308  -0.0019  -0.0181  0.0027
Si  4.262  3.0377  13.5272  0.0036  -0.0038  -0.0058
Si  3.8554  10.0122  9.7385  0.0013  -0.0013  0.0127
Si  8.0624  0.7821  18.0241  0.0029  -0.0041  -0.0471
O  11.5136  3.2304  12.9011  -0.0053  0.0054  0.0061
O  9.3388  4.4757  9.8821  -0.005  0.0044  -0.0123
O  8.856  3.636  19.8544  0.0056  -0.0086  0.0297
O  4.0491  -0.0498  18.8252  0.0013  0.0075  0.028
O  11.3293  4.533  15.3174  -0.0038  -0.004  0.0113
O  9.8564  9.7981  10.326  -0.008  0.0132  0.0063
O  3.7674  1.533  13.1367  0.0024  0.007  -0.0003
O  0.6595  9.0554  14.8643  0.0029  -0.0035  0.0106
O  6.4824  0.9703  18.3904  -0.0002  -0.0022  0.0257
O  4.7674  3.1598  19.5957  -0.0135  -0.0146  -0.0045
O  6.249  1.1805  11.7439  0.0059  -0.0095  -0.0091
O  0.5439  8.6322  9.8675  0.0139  -0.0048  -0.0118
O  5.6482  4.3187  17.2216  0.0031  0.0003  0.0188
O  8.4425  7.2014  12.4019  0.0087  -0.0023  -0.0032
O  4.4076  2.632  10.1516  0.0142  -0.0036  0.0081
O  2.0744  5.644  15.5842  -0.0013  -0.0009  0.0101
O  3.3771  0.0662  10.9153  -0.0088  0.0113  0.0003
O  5.8861  7.2262  12.5482  -0.0091  -0.002  0.0027
O  2.3101  6.3466  19.3936  -0.0043  -0.0124  0.0195
O  0.6547  4.9392  17.7846  -0.0042  -0.0003  0.0169
O  8.4141  10.6885  12.3718  -0.0068  0.0038  -0.0054
O  5.4752  10.0732  9.6988  -0.0057  0.0046  -0.0146
O  0.5797  8.1929  20.1859  -0.0024  -0.0033  0.0133
O  9.7751  2.6025  14.688  -0.0003  0.0002  0.0074
O  2.0007  10.5928  13.2212  -0.0047  -0.0042  -0.0008
O  9.9563  9.1084  16.1037  0.006  -0.0013  0.0128
O  6.1515  10.3586  13.784  -0.0003  -0.0021  0.002
O  7.4651  1.6038  14.0949  0.0017  0.0062  0.0078
O  1.6607  3.9081  20.0461  0.0164  0.0151  0.001
O  5.9105  5.7936  14.913  -0.0011  -0.0033  0.0115
O  7.3451  8.946  15.7052  0.0001  0.0003  0.0129
O  1.513  1.6741  11.6019  0.0001  -0.0007  -0.0143
O  7.2028  8.289  10.366  0.0045  -0.0152  0.0028
O  4.33  1.9835  17.2768  0.0008  0.0007  0.0184
O  7.0344  3.1633  10.2822  -0.0065  -0.0069  -0.0138
O  11.5485  7.0077  16.4428  0.0026  -0.0021  0.0075
O  8.304  10.143  17.8495  0.0032  -0.0028  0.0299
O  3.2667  8.5377  10.1041  -0.003  -0.0041  -0.0182
O  7.592  3.8421  15.5165  -0.0009  -0.0002  0.0106
O  3.1448  4.3032  17.9029  0.0022  -0.0059  0.0208
O  2.9034  3.8906  13.704  0.0008  0.0024  -0.0046
O  1.338  8.2035  12.4401  -0.0018  0.0051  -0.0056
O  1.2071  5.6815  13.0747  0.0014  -0.003  -0.0019
O  4.9819  8.3026  14.867  -0.003  0.0001  0.0082
O  11.188  2.3723  20.369  0.003  -0.0074  0.0221
O  10.9774  9.9861  12.7592  0.0099  -0.0015  0.0007
O  5.2881  3.5764  12.3623  -0.0036  0.001  0.0016
O  5.0901  3.1982  14.9169  -0.0005  0.0016  0.0114
O  6.5032  4.7896  20.5543  0.0074  -0.0089  0.0067
O  8.3926  1.5622  16.6445  -0.0002  0.007  0.0091
O  10.4117  1.2425  11.464  0.0021  0.0003  -0.0134
O  10.874  6.6119  11.6625  -0.0029  -0.001  -0.0123
O  3.2264  8.701  19.8596  0.0017  0.0095  0.0227
O  1.7161  6.4366  10.524  -0.0044  -0.0076  -0.0067
O  7.1307  8.2343  19.9357  -0.0063  0.0099  0.035
O  8.5192  7.5941  17.771  -0.0073  0.0029  0.0152
O  3.6756  6.4322  13.6154  -0.0008  -0.0005  -0.0008
O  9.5677  4.9599  13.3564  0.0033  -0.0029  -0.0017
O  5.4683  9.9893  20.8278  -0.0262  -0.0071  0.0056
O  10.329  7.3665  14.1545  0.0027  -0.0017  0.0075
O  8.7662  6.2038  20.0084  -0.0084  0.0062  0.0184
O  7.0701  5.7118  10.6638  -0.0022  0.0105  -0.0066
O  5.2683  10.536  16.3867  0.004  -0.005  0.0122
O  9.0616  1.1666  19.2478  -0.0073  -0.0019  0.0163
O  11.5744  3.1656  10.1873  0.0119  -0.01  0.0017
O  9.7095  8.735  19.9408  -0.0216  -0.0113  0.0014

Results
free energy: -144757.842 eV
free energy less fixed offsets of O -568.88, P -755.39, Si -635.61 eV per atom: -4.192 eV

The program warned: the cutoff lies below the one the program advises for these potential files; the forces do not sum to zero within the program's tolerance; the exchange-correlation potential is rough where the density is thin.
